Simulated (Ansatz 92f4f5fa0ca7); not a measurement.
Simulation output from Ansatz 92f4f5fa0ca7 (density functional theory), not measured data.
Periodic cell of 260 atoms, Si140O88H32, with a vacuum gap, from a study of silicon, its oxide and their interface. The atomic structure is a simulated model.

Settings: functional r2SCAN; potential files Ansatz PAW; basis plane waves; wave-function cutoff 800 eV; density cutoff ratio 5; exchange-correlation grid ratio 1; k mesh 1 x 1 x 1, shifted by 0.5 0.5 0 of a step; self-consistency stop 1e-11 eV per atom in the density residual; occupations fixed; spin none; net charge 0; applied field sawtooth along c, amplitude +0.015 V/angstrom in the program's sign convention, ramp centred at 0.9890 of c and 0.0221 of c wide, no dipole correction.

Cell vectors (angstrom)
a	10.887	0	0
b	0	10.887	0
c	0	0	45.3344

Atoms and the computed forces on them: element, x, y, z (angstrom), force x, y, z (eV/angstrom)
Si	0.1942	-0.4152	30.2624	0.0057	0.0011	0.0399
Si	2.4346	2.9226	30.2383	-0.0013	0.0096	0.046
Si	0.0914	5.0387	30.3484	0.0026	0.0017	0.0324
Si	2.5012	8.3047	30.1584	-0.0074	0.0039	0.046
Si	5.7165	-0.2939	30.3864	0.001	-0.0063	0.0328
Si	8.0845	2.6015	30.2679	-0.004	-0.0005	0.0345
Si	5.7989	5.5311	30.1677	0.0017	-0.0055	0.0423
Si	7.8917	8.4166	30.666	0.0021	0.0008	0.0264
Si	1.2678	1.3252	31.528	0.0034	0.0036	-0.0077
Si	4.2425	4.0467	31.3695	-0.0031	-0.0072	-0.0047
Si	1.3376	6.7168	31.4862	-0.0028	-0.0066	-0.0001
Si	4.0106	9.4952	31.5595	0.0032	0.0065	-0.0021
Si	6.8984	1.2148	31.7407	0.0006	-0.0058	-0.007
Si	9.3736	4.0085	31.6999	0.0047	0.0067	-0.0055
Si	6.6584	6.8874	31.87	0.0018	0.0096	-0.0025
Si	9.5663	9.5317	31.7931	-0.0061	-0.0075	-0.0079
Si	-0.0831	2.6361	32.9801	-0.0075	-0.0008	-0.0082
Si	2.6759	0.0083	32.9127	-0.0022	-0.0034	-0.0133
Si	0.0332	8.0531	32.9816	0.0018	0.0068	-0.0075
Si	2.8155	5.4056	32.8181	0.0037	0.007	-0.0132
Si	5.4637	2.6836	32.9038	0.0082	0.0021	-0.0129
Si	8.2396	-0.0162	33.164	0.0093	0.0038	-0.0095
Si	5.2947	8.2408	33.1086	-0.0006	-0.0122	-0.015
Si	8.1055	5.4496	33.0504	-0.0062	-0.0021	-0.0099
Si	1.3911	4.0531	34.204	-0.0016	-0.0015	0.0086
Si	4.0718	1.3531	34.2722	0.0026	-0.0047	-0.0015
Si	1.3605	9.4936	34.3057	-0.0021	0.0008	0.0088
Si	4.0062	6.7712	34.3627	0.0015	-0.0016	-0.0056
Si	6.7659	4.0472	34.3488	-0.0014	-0.0071	0.0017
Si	9.5473	1.3621	34.4774	-0.0055	0.0004	0.0016
Si	6.7852	9.5215	34.4033	0.0001	0.0002	0.018
Si	9.5316	6.7672	34.3622	-0.0028	0.0006	0.0043
Si	0.0267	-0.0469	35.7313	0.0015	-0.0009	0.0161
Si	2.7215	2.7175	35.6351	0.0049	-0.0023	0.0303
Si	0.0439	5.4017	35.6453	0.0043	0.006	0.0279
Si	2.6873	8.1557	35.7161	0.0107	-0.0045	0.0167
Si	5.4328	0.0357	35.6955	0.0011	0.0092	0.027
Si	8.149	2.7388	35.7465	-0.0011	0.003	0.0081
Si	5.4236	5.4373	35.6976	0.0045	0.0071	0.0142
Si	8.167	8.1409	35.7053	0.005	0.0007	0.0282
Si	1.3896	1.3574	37.0325	-0.013	-0.0042	0.1791
Si	4.0617	4.0759	37.0382	0.0093	0.012	0.1835
Si	1.3331	6.7873	37.0553	0.0309	0.0317	0.1864
Si	4.086	9.534	37.0348	-0.0358	-0.0365	0.1755
Si	6.7875	1.3728	37.0808	0.0176	0.0104	0.181
Si	9.5595	4.0963	37.0452	-0.0474	-0.0449	0.1795
Si	6.8124	6.796	37.0535	-0.0627	-0.0651	0.1806
Si	9.5131	9.504	37.0693	0.043	0.0418	0.1891
Si	0.0317	2.7291	38.3887	-0.0824	-0.1092	0.2817
Si	2.746	0.0164	38.3997	-0.0316	-0.0527	0.32
Si	-0.0176	8.147	38.4207	0.0077	-0.0286	0.3423
Si	2.7204	5.4475	38.4047	-0.0238	-0.0261	0.2675
Si	5.4382	2.7483	38.4179	-0.0461	-0.0378	0.3221
Si	8.1608	-0.001	38.4135	-0.0216	0.0493	0.3169
Si	5.4631	8.1917	38.3899	-0.0672	-0.1148	0.2904
Si	8.2079	5.4672	38.4001	-0.117	-0.0994	0.313
Si	1.3789	4.0845	6.9538	0.0352	0.0684	-0.1653
Si	4.0778	1.3933	6.9485	0.0232	0.0538	-0.2711
Si	1.3751	9.525	6.8937	0.0294	0.0092	-0.3965
Si	4.107	6.824	6.8976	0.0791	0.0593	-0.3591
Si	6.8405	4.1162	6.9042	0.0877	0.091	-0.3962
Si	9.5516	1.3713	6.8941	0.0423	0.0489	-0.4163
Si	6.7869	9.5563	6.9624	0.0126	0.0405	-0.1648
Si	9.5339	6.8085	6.9858	0.0652	0.0334	-0.1784
Si	0.0522	0.0337	8.2351	0.0103	0.0152	-0.1902
Si	2.7534	2.7573	8.3439	0.0184	0.0243	-0.1625
Si	0.0409	5.4435	8.3335	0.0083	0.0342	-0.1498
Si	2.7496	8.1834	8.2482	0.0011	0.0016	-0.1921
Si	5.4199	0.0587	8.3242	0.0199	-0.016	-0.1647
Si	8.2019	2.7441	8.2363	0.0162	0.0142	-0.1926
Si	5.4812	5.4811	8.2514	-0.0156	-0.0178	-0.1916
Si	8.1498	8.188	8.3076	0.0144	0.0107	-0.1638
Si	1.3989	1.3506	9.6695	-0.0071	-0.0028	-0.0271
Si	4.1628	4.1495	9.6583	-0.0049	-0.0002	-0.018
Si	1.4711	6.8073	9.6471	-0.0057	-0.0111	-0.0141
Si	4.0216	9.5755	9.6518	-0.0029	0.0054	-0.0229
Si	6.7898	1.4905	9.6155	-0.009	0.0019	-0.0232
Si	9.5636	4.0364	9.6475	0.0018	-0.0027	-0.0156
Si	6.7731	6.8289	9.6697	0.0056	0.0048	-0.0204
Si	9.5516	9.5991	9.5554	0.0006	-0.0073	-0.0083
Si	0.0628	2.6878	11.0364	-0.0091	0.0037	-0.0123
Si	2.7214	0.0303	11.118	-0.0031	-0.0081	-0.0102
Si	0.0729	8.2404	10.8388	0.0025	0.0093	-0.0154
Si	2.894	5.5044	11.0809	0.0002	0.0091	0.0015
Si	5.5156	2.8673	11.0923	0.0054	0.0042	-0.002
Si	8.1807	0.1225	10.8504	0.0159	-0.0005	-0.0131
Si	5.363	8.2278	10.9885	0.0008	-0.0069	-0.0074
Si	8.1574	5.3913	10.9361	0.0013	-0.0006	-0.0176
Si	1.5554	4.0112	12.3172	0.0026	0.0029	0.0117
Si	4.2132	1.4023	12.4056	0.0015	0.001	0.0101
Si	1.2383	9.5546	12.4158	-0.0073	-0.003	0.0143
Si	4.1444	6.9618	12.5842	-0.0027	-0.0026	0.0135
Si	6.8643	4.2494	12.5686	-0.0001	-0.0004	0.0108
Si	9.4775	1.3812	12.3524	-0.0055	-0.0037	0.0096
Si	6.8214	9.6245	12.1315	0.0079	-0.0013	0.0077
Si	9.6196	6.786	12.033	0.0049	0.0023	0.0121
Si	-0.6262	-0.4562	13.6164	0.0072	0.0063	0.0242
Si	2.7874	2.6005	13.8146	-0.0019	-0.0033	0.0381
Si	0.2456	5.6015	13.3279	-0.0049	-0.0055	0.0307
Si	2.2861	7.9579	13.7619	-0.002	0.0036	0.0281
Si	5.8718	0.2646	13.636	-0.005	-0.0031	0.0353
Si	8.0302	2.5913	13.7988	0.0041	0.0013	0.0249
Si	5.9817	6.0984	13.8835	-0.0073	-0.0015	0.034
Si	8.2224	8.1705	13.2251	0.0024	-0.0037	0.0167
Si	-5.0121	18.691	25.4335	-0.001	-0.0025	0.0635
Si	8.989	16.3762	23.6314	0.0028	0.0016	0.0663
Si	4.1245	28.6956	27.793	0.0026	0.0003	0.0813
Si	1.1496	16.015	20.4544	0.0035	-0.0083	0.063
Si	15.8328	24.2247	25.6202	0.0044	-0.0039	0.0782
Si	17.8203	12.5829	20.9589	-0.0022	0.0139	0.0572
Si	9.3922	6.2094	20.3044	-0.0101	0.0038	0.0686
Si	24.3342	16.6783	25.3205	0.0095	0.0042	0.0602
Si	-10.8894	34.5162	25.9636	-0.0081	-0.0112	0.0589
Si	11.406	14.8851	24.2645	-0.0061	-0.0027	0.0575
Si	15.2593	-2.8638	18.7563	0.0001	0.007	0.0729
Si	-1.6225	11.7604	28.2384	-0.0015	-0.0003	0.0612
Si	2.2876	7.5558	16.6461	-0.004	-0.0063	0.0772
Si	-2.3692	6.8246	26.008	-0.0104	-0.001	0.077
Si	12.1446	10.6954	20.5058	-0.0126	-0.001	0.068
Si	20.4913	8.1886	22.5023	0.0082	-0.0116	0.0702
Si	10.0214	3.8312	15.7004	0.0152	0.0129	0.0689
Si	2.6175	7.8411	21.2648	-0.0013	0.0043	0.0766
Si	23.834	2.5204	21.9106	0.004	0.0076	0.0691
Si	14.9796	13.8575	16.6196	0.0022	-0.0086	0.0631
Si	19.9025	10.4997	20.7321	0.0059	-0.0036	0.0614
Si	6.4172	12.3086	28.2195	0.0054	-0.0035	0.0648
Si	-10.503	-2.8509	25.1023	0.0029	-0.0017	0.0603
Si	4.6626	-5.0713	16.759	-0.009	0.0124	0.069
Si	-4.32	21.2425	18.9859	0.0159	0.0046	0.0744
Si	-10.1239	1.1817	15.5795	0.0125	0.0005	0.0575
Si	-5.5383	11.2094	16.5223	0.0036	-0.0039	0.0766
Si	5.1651	-5.7767	23.9784	-0.0082	0.0024	0.059
Si	14.7985	-23.3254	23.5641	0.0042	0.0065	0.0722
Si	24.4379	0.7066	17.8026	-0.0034	-0.0116	0.0773
Si	0.0111	5.9302	17.851	-0.001	0.0082	0.08
Si	2.5351	1.8996	27.3333	0.0033	0.0063	0.0683
Si	12.6821	21.4074	25.6544	-0.005	0.016	0.0547
Si	7.1407	4.6298	21.6095	-0.0102	0.0021	0.0598
Si	-2.3271	6.0859	28.9379	0.0073	-0.0021	0.0697
Si	4.6781	-9.7014	22.8909	-0.0081	-0.0059	0.09
O	6.8485	-8.17	29.1297	-0.0086	-0.0057	-0.033
O	8.4222	-5.4168	25.1222	0.0053	-0.0095	-0.037
O	5.0838	-3.0449	26.8584	0.0145	0.0042	-0.0472
O	8.6138	3.1271	15.26	-0.0151	-0.0103	-0.0394
O	9.9287	7.5553	21.0477	-0.0007	-0.013	-0.0366
O	-10.0798	9.299	26.0223	-0.0013	-0.0074	-0.0251
O	2.9323	2.1814	28.8659	-0.0006	-0.0119	-0.0523
O	-1.2551	1.2127	26.714	0.0116	0.0063	-0.0429
O	5.7681	5.0199	22.4451	0.0172	-0.0048	-0.0418
O	2.8049	-0.9373	24.5554	0.0179	-0.0106	-0.0386
O	-2.6409	4.3599	22.7637	-0.0105	-0.0062	-0.0337
O	12.1828	4.0456	29.8332	0.0003	-0.0028	-0.0185
O	-14.4042	5.2174	29.6583	0.0032	0.0032	-0.0247
O	12.3864	15.4759	25.3943	-0.0074	-0.0042	-0.0227
O	7.7138	0.441	28.1327	0.0018	-0.0005	-0.0208
O	-7.4552	3.3153	15.1572	-0.0145	-0.0026	-0.0574
O	5.5885	-5.0818	15.4383	0.0182	0.0005	-0.0636
O	5.3611	21.3932	15.0614	0.0061	-0.0008	-0.0611
O	3.8097	18.4815	20.2014	0.019	0.0006	-0.0503
O	1.8355	12.2675	14.3763	0.0128	0.0104	-0.0313
O	-0.5647	4.8383	14.4941	0.0045	0.0118	-0.0363
O	21.3174	-5.8557	20.7756	0.0044	0.0014	-0.0167
O	-19.1997	22.0821	26.9221	-0.0072	-0.0136	-0.0286
O	12.6354	-1.6789	20.977	-0.0048	0.0086	-0.0255
O	3.1499	-4.6729	16.3441	0.0029	-0.0032	-0.0329
O	27.2491	25.5353	24.8323	0.0004	0.0132	-0.0312
O	10.5852	5.2159	23.5878	-0.005	0.0047	-0.0187
O	12.3055	11.958	21.5312	-0.005	-0.0167	-0.0246
O	17.6586	9.3974	29.9785	-0.0022	0.0016	-0.011
O	10.5102	11.0627	15.0937	-0.0097	-0.0118	-0.0364
O	13.3007	8.494	15.3184	0.0022	0.0042	-0.0581
O	11.9005	13.2857	27.1092	-0.0094	-0.0017	-0.0263
O	1.8864	-7.1664	20.8119	-0.0046	0.0172	-0.0379
O	-3.6868	7.1979	14.0813	0.0012	0.002	-0.0107
O	3.307	16.8541	26.7546	-0.015	-0.0098	-0.0471
O	1.3467	13.9996	23.2213	0.0149	-0.015	-0.044
O	-20.0039	6.4392	21.2263	-0.0037	-0.006	-0.0205
O	9.6676	6.5177	18.7407	0.013	-0.0045	-0.0461
O	3.54	13.6169	26.37	0.0116	0.005	-0.0361
O	15.8951	16.9255	28.8277	-0.0158	0.0145	-0.042
O	1.2571	6.7017	13.9736	-0.0015	-0.0017	-0.015
O	1.7099	7.1212	24.9855	-0.0038	0.0025	-0.0153
O	16.7109	17.2356	24.7509	-0.0015	-0.0137	-0.0287
O	5.1426	6.8357	17.9351	0.0008	-0.0205	-0.0401
O	10.1547	15.6421	17.0151	-0.0112	-0.0258	-0.0528
O	11.6434	17.979	16.9794	0.0131	0.0106	-0.0312
O	14.5185	13.1224	22.2227	-0.0095	0.0027	-0.0246
O	4.7046	23.0836	24.5025	-0.0031	-0.0125	-0.0384
O	5.9657	12.804	26.7566	-0.0161	0.0128	-0.0505
O	13.0877	0.234	19.2598	0.0176	0.0128	-0.0549
O	20.2285	2.0996	29.3159	0.0069	-0.0089	-0.027
O	19.8298	9.6195	22.1132	-0.0036	0.0152	-0.0281
O	-0.0843	41.0961	23.5793	-0.0148	0.0033	-0.0438
O	11.7183	0.7985	25.0531	0.0038	-0.0046	-0.0206
O	12.2556	20.3157	29.8131	0.0011	-0.0002	-0.0095
O	-7.5708	8.0957	22.7107	-0.013	-0.0126	-0.0453
O	-7.8681	8.3377	17.8771	-0.0152	-0.0043	-0.0434
O	1.4074	0.441	16.8426	-0.0175	0.0071	-0.046
O	27.9347	1.494	22.3578	0.0168	0.0007	-0.0325
O	-0.8501	7.3596	25.8931	0.0099	0.003	-0.0231
O	3.1231	7.8075	28.7159	0.0127	-0.0119	-0.0396
O	4.6471	15.1923	17.3168	-0.0001	-0.0016	-0.0266
O	3.9829	10.7989	17.3012	0.0095	0.0021	-0.0281
O	9.2206	-1.6703	14.0167	-0.003	-0.0016	-0.0181
O	-5.4407	9.1905	19.0904	-0.0049	-0.0029	-0.026
O	16.0912	19.7618	24.427	-0.0136	0.0104	-0.0277
O	11.0918	13.5349	15.9326	-0.0038	-0.0044	-0.0245
O	21.434	-0.3077	20.1979	0.0041	0.0017	-0.0232
O	4.3091	10.5323	22.5406	0.0016	0.004	-0.0268
O	7.8477	16.6592	20.6475	0.0097	0.0075	-0.0259
O	17.5094	21.6272	17.4064	-0.0139	0.0089	-0.0487
O	-0.8493	5.4282	29.0507	-0.0123	0.0055	-0.0227
O	-2.2223	-3.8649	23.147	0.0023	0.0097	-0.0274
O	-3.9461	-7.5865	20.6995	0.0013	-0.0119	-0.0227
O	-0.5355	-7.8537	25.0134	0.0021	0.0156	-0.0298
O	3.0352	-8.5995	17.6517	0.008	0.0105	-0.0273
O	27.089	1.9368	16.3741	0.0006	0.0038	-0.025
O	18.3547	29.8011	25.6646	-0.003	0.0009	-0.021
O	14.4541	5.4139	24.0868	0.0055	-0.0028	-0.0277
O	8.4437	1.1037	21.0613	-0.0001	-0.0057	-0.0192
O	10.2969	-0.2054	28.8336	-0.0089	0.0074	-0.0316
O	18.8953	9.8852	19.5891	-0.0189	-0.0032	-0.0297
O	-2.2061	7.5863	29.51	0.0049	-0.0144	-0.0279
O	5.3076	0.5149	28.9991	0.0027	0.0126	-0.0352
O	12.0747	-5.5341	18.8371	-0.0067	0.0074	-0.0525
O	6.1613	11.7208	19.8045	-0.0059	-0.0192	-0.0373
O	8.1164	-4.6571	27.4272	-0.0005	0.0084	-0.0556
O	-3.9179	1.3867	14.1179	-0.0003	0.0022	-0.0178
H	-0.7929	1.9101	39.3211	0.2831	0.252	-0.2682
H	0.851	3.5534	39.3211	-0.3059	-0.3393	-0.278
H	3.554	0.8518	39.3322	-0.2656	-0.3651	-0.2711
H	1.9264	-0.8077	39.3322	0.2174	0.2721	-0.2745
H	0.8086	8.9644	39.3531	-0.2074	-0.244	-0.2971
H	-0.8384	7.3242	39.3531	0.396	0.4084	-0.2177
H	3.5452	6.2663	39.3371	-0.2492	-0.2655	-0.293
H	1.9052	4.6192	39.3371	0.3263	0.3478	-0.2324
H	6.2701	3.5598	39.3504	-0.306	-0.2071	-0.2881
H	4.6148	1.9281	39.3504	0.3117	0.3366	-0.2344
H	7.3257	-0.8092	39.3459	0.3751	0.3242	-0.2356
H	8.9881	0.8153	39.3459	-0.2607	-0.2548	-0.2789
H	6.2723	9.0259	39.3223	-0.3192	-0.356	-0.2812
H	4.6448	7.3664	39.3223	0.2519	0.2857	-0.2623
H	9.025	6.2937	39.3326	-0.4096	-0.3552	-0.2759
H	7.3812	4.6504	39.3326	0.3169	0.2016	-0.2665
H	0.5596	3.2603	6.0213	0.3274	0.2681	0.3087
H	2.1942	4.9128	6.0213	-0.2595	-0.2939	0.2859
H	3.2698	0.5579	6.016	0.2092	0.3464	0.293
H	4.9012	2.2134	6.016	-0.2735	-0.2633	0.2752
H	0.549	8.7075	5.9612	0.2779	0.3139	0.2352
H	2.1946	10.349	5.9612	-0.2419	-0.3357	0.2254
H	4.9253	7.6493	5.9651	-0.3	-0.3631	0.2041
H	3.2822	6.0052	5.9651	0.2533	0.2881	0.2661
H	7.6672	4.933	5.9718	-0.387	-0.3304	0.1812
H	6.0086	3.3046	5.9718	0.2685	0.2349	0.2762
H	10.3762	2.1903	5.9616	-0.3697	-0.2705	0.2067
H	8.7243	0.555	5.9616	0.331	0.2184	0.2501
H	5.9776	8.7221	6.0299	0.2408	0.3831	0.2938
H	7.622	10.3645	6.0299	-0.302	-0.2394	0.2974
H	8.7168	5.982	6.0534	0.3701	0.2904	0.3005
H	10.3548	7.6312	6.0534	-0.2942	-0.2772	0.2977

Results
free energy: -140240.701 eV
free energy less fixed offsets of H -15.71, O -570.45, Si -639.56 eV per atom: 0.019 eV

The program warned: the cutoff lies below the one the program advises for these potential files; the forces do not sum to zero within the program's tolerance; empty levels may hold ghost states of the PAW files; the exchange-correlation potential is rough where the density is thin.
